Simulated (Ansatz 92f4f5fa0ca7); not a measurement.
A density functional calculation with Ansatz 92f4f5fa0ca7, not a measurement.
Periodic cell of 237 atoms, Si147O90, from a study of silicon, its oxide and their interface. The atomic structure is a simulated model.
Doubt: the cutoff is far below the 930 eV that the study's wrapper takes by default for these files, so forces and energies are approximate.

Settings
functional: PBE
potential files: Ansatz PAW
basis: plane waves
wave-function cutoff: 580 eV
density cutoff ratio: 5
exchange-correlation grid ratio: 1
k mesh: 1 x 1 x 1, Gamma-centred
self-consistency stop: 5e-08 eV per atom in the density residual
occupations: fixed
spin: none
net charge: 0

Cell vectors (angstrom)
a  11.6015  0  0
b  0  10.938  0
c  0  0  33.0676

Atoms and the computed forces on them: element, x, y, z (angstrom), force x, y, z (eV/angstrom)
Si  -0.2523  -0.1635  24.3747  0.0998  -0.4476  -0.3125
Si  3.6588  0.2185  24.0822  0.0887  -0.1941  -0.3799
Si  7.5059  0.1683  24.3588  0.3546  -0.3632  -0.3978
Si  1.5438  1.3204  24.1926  -0.3175  0.2564  -0.2353
Si  5.6191  1.545  24.0815  -0.1404  0.2762  -0.5144
Si  9.521  1.2792  24.6199  -0.3444  0.5105  -0.029
Si  0.1404  5.6774  24.5264  -0.0428  -0.3974  -0.2334
Si  3.8446  5.4971  24.2299  0.0631  -0.2532  -0.4996
Si  7.9637  5.3298  24.3675  -0.0096  -0.3347  -0.3699
Si  2.1031  7.0028  24.4818  0.0081  0.4098  0.0484
Si  5.9631  6.585  24.3416  0.126  0.2512  -0.1515
Si  9.7155  6.8228  24.5304  0.2205  0.4746  -0.1545
Si  1.849  2.6685  26.1793  0.1167  0.2483  0.2233
Si  5.7422  2.7331  26.1456  -0.0105  0.2705  0.2764
Si  9.6962  2.7559  26.4217  0.0718  0.1499  0.0341
Si  0.03  4.1726  26.3577  -0.0181  -0.1844  0.1416
Si  3.7923  4.0903  26.1506  0.0804  -0.1977  0.2854
Si  7.7315  4.0444  26.2936  0.0304  -0.2686  0.1649
Si  1.9464  8.2616  26.4106  -0.0475  0.2297  0.0988
Si  5.7253  8.1329  26.1889  -0.0742  0.1114  0.2412
Si  9.5796  8.2354  26.3681  0.0825  0.172  0.129
Si  -0.0524  9.5362  26.3416  -0.1059  -0.2399  0.2011
Si  3.8282  9.6932  26.1078  0.0243  -0.1963  0.3001
Si  7.6049  9.5747  26.1988  -0.0464  -0.2598  0.1147
Si  -0.0052  0.0019  28.2457  0.0103  0.1349  -0.0577
Si  3.872  -0.0073  28.1829  0.0703  0.1213  -0.1707
Si  7.6956  -0.0156  28.193  -0.1037  0.1474  -0.1278
Si  1.9317  1.3732  28.2015  0.0241  -0.1022  -0.1336
Si  5.7825  1.4019  28.1709  -0.0389  -0.1635  -0.0522
Si  9.6521  1.3416  28.2858  0.0643  -0.164  -0.0994
Si  -0.0148  5.5029  28.285  0.0229  0.1306  -0.0937
Si  3.8375  5.427  28.1837  -0.0456  0.0808  -0.0864
Si  7.6762  5.4595  28.2186  0.0315  0.1505  -0.0861
Si  1.9363  6.8412  28.2782  0.0427  -0.1352  -0.0356
Si  5.7406  6.8545  28.208  -0.031  -0.1306  -0.11
Si  9.6166  6.8343  28.264  -0.1059  -0.1618  -0.109
Si  1.9336  2.7345  30.1684  0.0524  0.0206  -0.1919
Si  5.8008  2.7345  30.1684  0.0005  0.0228  -0.2764
Si  9.6679  2.7345  30.1684  -0.0683  0.0459  0.2063
Si  0  4.1018  30.1684  -0.0033  -0.0373  0.1695
Si  3.8672  4.1018  30.1684  -0.0073  -0.0818  -0.1768
Si  7.7343  4.1018  30.1684  -0.1309  -0.0164  -0.0641
Si  1.9336  8.2035  30.1684  0.0662  0.086  0.3089
Si  5.8008  8.2035  30.1684  -0.0911  -0.0385  -0.0845
Si  9.6679  8.2035  30.1684  -0.0723  0.0484  0.1531
Si  0  9.5708  30.1684  0.0529  -0.0912  -0.008
Si  3.8672  9.5708  30.1684  0.0124  0.0053  -0.2556
Si  7.7343  9.5708  30.1684  -0.0633  0.0296  -0.2349
Si  0  0  32.102  0.004  0.0621  0.0254
Si  3.8672  0  32.102  -0.0012  0.1482  -0.0322
Si  7.7343  0  32.102  -0.0148  0.0061  -0.0694
Si  1.9336  1.3673  32.102  -0.0152  -0.1144  0.0015
Si  5.8008  1.3673  32.102  -0.0153  -0.0947  -0.0578
Si  9.6679  1.3673  32.102  0.0089  -0.0374  0.0704
Si  0  5.469  32.102  0.0098  0.0189  0.0595
Si  3.8672  5.469  32.102  -0.0083  0.155  -0.0078
Si  7.7343  5.469  32.102  0.0096  0.0685  -0.0238
Si  1.9336  6.8362  32.102  0.0081  0.0105  0.0162
Si  5.8008  6.8362  32.102  0.0252  -0.044  -0.0297
Si  9.6679  6.8362  32.102  -0.0078  0.0047  0.0213
Si  1.9336  2.7345  0.9679  0.0126  0.006  0.0612
Si  5.8008  2.7345  0.9679  0.0407  0.0816  -0.0816
Si  9.6679  2.7345  0.9679  0.0343  0.0612  0.2472
Si  0  4.1018  0.9679  0.0828  -0.0303  0.0295
Si  3.8672  4.1018  0.9679  -0.0806  -0.0535  0.1691
Si  7.7343  4.1018  0.9679  0.0386  -0.0699  -0.0895
Si  1.9336  8.2035  0.9679  -0.0242  -0.0381  -0.0432
Si  5.8008  8.2035  0.9679  -0.0651  -0.0281  -0.0716
Si  9.6679  8.2035  0.9679  0.1338  -0.036  -0.0434
Si  0  9.5708  0.9679  -0.019  -0.0215  0.1048
Si  3.8672  9.5708  0.9679  0.0416  -0.1081  0.1757
Si  7.7343  9.5708  0.9679  0.0623  -0.0685  -0.2254
Si  0.0121  -0.0024  2.917  -0.0206  0.1133  0.0888
Si  3.904  -0.0081  2.924  -0.0188  0.1148  0.066
Si  7.7763  0.0135  2.8525  0.0185  0.0652  0.0222
Si  1.964  1.352  2.907  0.0238  -0.1416  0.1224
Si  5.8298  1.3606  2.88  -0.0326  -0.0959  0.0447
Si  9.693  1.3894  2.9405  0.0934  -0.0845  0.0569
Si  0.0469  5.4186  2.9358  0.0118  0.0683  0.0389
Si  3.8442  5.4403  2.9466  0.0132  0.1311  0.0757
Si  7.7677  5.4768  2.8815  0.0002  0.1477  0.1268
Si  1.942  6.8679  2.9166  -0.0213  -0.0676  0.0229
Si  5.793  6.8062  2.8765  0.0101  -0.1205  0.1671
Si  9.7243  6.813  2.8817  -0.0112  -0.1235  0.0603
Si  1.9993  2.5372  4.9617  0.0243  0.161  -0.1322
Si  5.8349  2.7826  4.7615  0.0134  0.1782  -0.0916
Si  9.6984  2.6876  4.9678  0.0153  0.2402  -0.1324
Si  0.0951  3.9976  4.8848  -0.064  -0.2265  -0.1388
Si  3.8682  4.0547  4.92  0.0118  -0.2037  -0.1983
Si  7.796  4.115  4.8161  -0.0307  -0.2377  -0.0589
Si  1.9733  8.3209  4.8151  -0.0043  0.2126  -0.0983
Si  5.8414  8.1966  4.7862  0.0183  0.2058  -0.1042
Si  9.7516  8.1243  4.8372  -0.0345  0.1998  -0.1466
Si  -0.0237  9.6584  4.9283  -0.0265  -0.2059  -0.2063
Si  3.9496  9.6523  4.9461  -0.0409  -0.2772  -0.2264
Si  7.8137  9.5056  4.6944  -0.077  -0.1587  -0.0606
Si  -0.1401  0.0017  6.989  0.0852  -0.5821  0.3781
Si  4.0958  -0.0226  7.0022  0.2062  -0.2527  0.4142
Si  7.68  0.0076  6.5096  0.0408  -0.3875  0.0078
Si  1.958  1.1187  6.9886  -0.0388  0.5474  0.2861
Si  5.8681  1.4635  6.6658  0.0268  0.3696  0.0687
Si  9.4775  1.4064  7.0089  -0.3952  0.258  0.3399
Si  0.2231  5.4239  6.7421  0.1306  -0.2218  0.2781
Si  3.9859  5.5223  6.7779  -0.0129  -0.1706  0.4757
Si  7.8064  5.4497  6.7543  0.0574  -0.2279  0.1384
Si  2.088  6.8647  6.6151  -0.102  0.2235  0.2401
Si  5.9246  6.8162  6.6886  0.0515  0.3421  0.2697
Si  9.8077  6.6631  6.7248  0.0335  0.1894  0.2259
O  5.9371  7.6857  8.1263  -0.0789  -0.1174  -0.2187
O  7.6831  4.6091  8.199  -0.0036  0.1339  -0.3047
O  11.4078  9.7919  8.2185  0.0816  0.4309  -0.4006
O  8.8134  2.2261  8.3811  0.4086  -0.2218  -0.3983
O  7.4307  9.9025  7.7872  0.0594  -0.0293  -0.0252
O  9.7818  7.6184  8.0833  -0.0363  -0.1215  -0.2222
O  2.2117  7.8435  7.9791  0.0278  0.0338  -0.3662
O  6.1616  2.3615  8.0625  -0.0953  -0.0562  -0.2222
O  0.5083  4.5502  8.1522  -0.0953  0.2047  -0.3533
O  4.7788  10.0607  8.3343  -0.3416  0.2594  -0.3806
O  3.9647  4.91  8.3538  0.1186  0.0199  -0.5026
O  1.8921  2.2328  8.2298  0.1095  -0.3302  -0.3474
O  2.3907  8.2803  23.4294  -0.1293  0.0327  0.1655
O  5.7063  2.4623  22.6288  -0.1222  -0.2692  0.732
O  -0.4145  9.8518  22.9675  0.1617  0.285  0.3348
O  3.5067  5.2989  20.0659  -0.1562  0.0128  0.3051
O  3.4813  4.7489  22.7396  0.2  0.0435  0.4671
O  3.774  10.3154  22.613  -0.0124  0.3666  0.4411
O  9.3298  2.1861  23.2522  0.0675  -0.0008  -0.0201
O  6.3657  7.6158  23.0868  0.0124  -0.1263  0.3278
O  9.6392  7.693  23.1153  -0.0894  -0.0937  0.1754
O  8.3503  4.5915  22.8944  -0.1553  0.2707  0.3277
O  7.8934  10.6679  22.7798  -0.1091  0.2157  0.2688
O  0.1079  4.6667  23.2203  0.0174  -0.0054  0.06
Si  -0.9157  8.5762  9.0291  -0.1466  -0.1107  0.432
Si  4.0741  0.0678  13.5999  -0.0482  -0.047  -0.1222
Si  0.3069  3.4827  22.1307  -0.0557  0.2712  -0.1444
Si  6.1916  2.6101  21.0683  -0.0246  -0.0932  -0.5681
Si  11.937  0.1686  13.2292  -0.0255  -0.0816  0.0457
Si  3.4749  5.0092  9.9108  0.1361  0.0962  0.3979
Si  14.7543  8.8985  22.1248  -0.0861  -0.2852  -0.5861
Si  1.1559  3.3898  9.0917  -0.0024  0.1149  0.2929
Si  4.6485  4.6504  19.1228  0.02  0.0139  -0.2613
Si  2.5032  3.9773  17.087  0.001  -0.0064  0.0621
Si  14.8995  -2.8196  14.1665  -0.0225  -0.0071  -0.141
Si  -1.2122  8.7148  22.1081  -0.1195  -0.0932  -0.3444
Si  7.5448  11.9603  16.4244  -0.0675  0.0118  0.0658
Si  6.579  11.4823  19.0823  -0.0394  -0.0335  0.0228
Si  0.1846  3.9082  13.9036  -0.0341  0.0222  -0.029
Si  17.7473  4.0432  11.5161  -0.0295  0.2276  0.3264
Si  -0.4707  2.3415  11.4439  -0.016  -0.1231  0.4224
Si  8.2153  9.0453  10.8715  0.0004  -0.1139  0.4366
Si  6.665  -1.707  17.3055  -0.0763  0.0074  0.0382
Si  7.9111  10.1212  21.252  0.0859  0.0796  -0.3661
Si  13.6805  1.9139  14.8924  -0.0592  -0.0761  -0.0368
Si  9.5213  3.1035  15.9794  0.0166  0.0654  0.0162
Si  1.3816  -4.758  15.3798  -0.1032  0.0275  0.0231
Si  7.4536  3.0945  8.764  -0.2263  0.0386  0.4651
Si  2.388  -1.4907  11.877  -0.0383  0.0484  0.264
Si  12.8334  7.629  20.6102  -0.0453  0.0642  -0.46
Si  5.9326  7.3407  14.957  0.0161  0.0075  -0.0421
Si  5.9388  7.8902  21.5571  0.0553  -0.003  -0.4116
Si  6.5058  1.7075  13.6597  0.0559  -0.0114  0.0195
Si  8.2607  5.5806  15.2463  -0.02  0.0969  -0.0432
Si  9.0914  0.5571  12.4985  0.0919  -0.1137  0.1093
Si  6.1822  9.2299  8.5915  0.2205  -0.0631  0.2965
Si  8.9758  3.2887  22.1237  0.0703  -0.2865  -0.0776
Si  7.6352  6.6909  12.6984  0.009  0.0095  -0.1082
Si  2.6083  5.0592  21.3907  0.0182  0.1027  -0.455
Si  13.4979  7.7255  9.5643  -0.0195  -0.071  0.3743
Si  0.5782  5.9809  18.1754  -0.0888  -0.0306  -0.1261
Si  6.8595  6.5632  18.9701  0.068  0.0509  -0.3001
Si  9.3979  5.292  17.9063  0.043  0.0873  0.0001
O  8.0975  5.5158  18.8461  -0.0244  -0.0284  0.0607
O  13.7603  2.5067  16.4243  -0.0032  0.0114  0.0183
O  10.9008  3.2603  15.1291  0.0063  -0.026  0.0131
O  6.9962  12.5064  17.875  0.0193  -0.0507  0.0088
O  6.6451  7.7193  13.524  -0.0036  0.0031  0.0673
O  1.3481  4.5262  18.1292  0.0064  -0.001  -0.0168
O  6.7044  6.0198  15.5244  0.0387  -0.0211  0.0131
O  9.7212  -9.4196  11.3327  0.0236  0.106  -0.1302
O  6.5013  1.648  15.3123  -0.0077  -0.0142  -0.0114
O  3.3113  10.7699  12.1622  0.0042  -0.0366  -0.0089
O  7.2377  -2.9723  18.1931  -0.0093  0.0124  0.0261
O  10.3237  0.0301  13.4526  0.0173  0.025  -0.0342
O  2.31  9.1327  10.2945  0.0259  0.0327  -0.1796
O  13.3917  6.4509  21.5911  -0.0081  -0.0666  0.2059
O  9.6048  9.2411  10.0504  0.2352  0.0329  -0.2632
O  0.2531  7.6586  9.759  -0.0834  -0.026  -0.1724
O  3.789  -1.2818  14.5103  0.0213  -0.0106  0.0811
O  2.1046  8.9941  20.8591  0.1003  0.0514  0.311
O  10.4428  3.4158  21.3642  0.0801  0.0287  0.0521
O  6.8968  -5.5442  12.0538  -0.0304  -0.0998  -0.043
O  7.6816  -0.6274  16.5681  -0.0156  0.0105  -0.0681
O  0.9503  -1.2337  12.6481  0.0312  0.003  -0.0791
O  7.0431  3.2772  10.366  0.2541  -0.1436  -0.5201
O  8.346  3.954  15.2045  -0.0075  -0.0118  0.0026
O  8.2366  10.2284  11.9841  -0.026  -0.0941  -0.1715
O  13.226  3.1435  13.9219  0.0557  0.0389  -0.0273
O  12.6363  11.5909  14.6388  0.0481  0.0508  0.0639
O  3.9101  3.8146  17.9172  -0.0199  0.0242  -0.0109
O  8.7453  6.1791  13.801  -0.0153  -0.0237  0.1118
O  11.524  2.7948  9.9567  -0.0574  -0.0431  -0.2484
O  5.6198  0.3981  13.2259  -0.0334  -0.0457  0.0433
O  1.3212  7.1255  19.0629  0.0659  0.0499  0.2484
O  0.4326  6.5305  16.6522  0.034  -0.0264  -0.0071
O  5.9679  3.0285  12.8207  0.0084  -0.0104  -0.0371
O  5.8756  8.5344  16.0639  0.049  0.043  0.053
O  -0.5568  3.6365  12.4675  0.0148  0.0294  -0.0404
O  4.3197  7.9254  21.5093  -0.0502  -0.0177  0.2216
O  16.3019  4.5811  10.9227  -0.1399  0.0213  -0.2361
O  5.5816  3.824  20.1672  0.05  -0.0817  0.2385
O  3.5442  1.3735  14.4252  -0.0318  0.0223  0.0531
O  1.5016  14.832  21.0871  -0.0426  -0.0268  0.0845
O  -0.282  7.9093  21.0573  -0.009  -0.002  0.2689
O  0.894  2.1525  22.8737  0.1666  -0.2917  0.2955
O  5.5168  5.8297  18.3781  -0.0321  -0.0325  0.1426
O  7.9368  11.0713  19.917  -0.0555  -0.0166  0.1781
O  13.5423  7.6291  14.9042  -0.0115  -0.0297  0.0383
O  9.2779  9.2925  21.081  0.0802  -0.0272  0.1677
O  0.479  5.4918  14.186  0.0343  -0.0273  -0.0161
O  3.0538  -2.8263  12.5532  -0.0216  0.0364  -0.0064
O  2.7775  6.4847  10.1906  -0.0017  -0.0026  -0.1409
O  7.8256  2.805  21.0614  0.0955  -0.0273  0.1901
O  6.5189  9.312  21.0768  -0.1314  -0.023  0.0837
O  9.6704  3.7323  17.4875  -0.0017  -0.0279  0.023
O  2.2634  3.9451  10.1511  -0.1168  -0.0614  -0.1232
O  5.8218  -0.7499  18.3651  0.0943  -0.015  -0.0185
O  6.7606  9.179  10.1281  -0.2103  0.0515  -0.359
O  9.1793  6.1162  16.4892  0.0019  -0.0193  -0.0362
O  4.3952  -3.9355  14.5916  -0.0038  0.0257  0.0376
O  14.1491  -5.8096  15.9014  0.0521  -0.0283  -0.0471
O  6.5691  6.7789  20.5555  -0.0529  0.0323  0.3003
O  12.2215  1.2822  12.0558  -0.0337  0.0948  -0.0922
O  10.672  5.8172  18.7648  0.0096  -0.0567  -0.0481
O  5.6711  1.2927  20.2116  0.0536  0.0981  0.202
O  8.0738  1.5034  13.3092  -0.0025  0.0144  0.0059
O  8.3263  7.5491  11.5193  0.0176  0.1344  -0.0735
O  9.0591  1.5572  16.1202  0.0275  -0.0081  0.0122

Results
free energy: -144628.526 eV
free energy less fixed offsets of O -568.88, Si -635.61 eV per atom: 5.344 eV

The program warned: the cutoff lies below the one the program advises for these potential files; the forces do not sum to zero within the program's tolerance; the exchange-correlation potential is rough where the density is thin.
